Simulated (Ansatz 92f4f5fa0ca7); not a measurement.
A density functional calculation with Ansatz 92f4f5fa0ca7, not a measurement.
Periodic cell of 322 atoms, Si176O146, from a study of silicon, its oxide and their interface. The atomic structure is a simulated model.

Settings
functional: PBE
potential files: Ansatz PAW
basis: plane waves
wave-function cutoff: 700 eV
density cutoff ratio: 5
exchange-correlation grid ratio: 2
k mesh: 1 x 1 x 1, Gamma-centred
self-consistency stop: 5e-08 eV per atom in the density residual
occupations: Fermi-Dirac, 0.05 eV
spin: none
net charge: 0

Cell vectors (angstrom)
a 15.4691 0 -0.0122
b 0 15.4691 0.0097
c -0.5934 -0.8802 22.2079

Atoms and the computed forces on them: element, x, y, z (angstrom), force x, y, z (eV/angstrom)
Si -2.4574 -1.5963 14.8742 -0.1147 -0.1293 0.329
Si -2.5982 3.4825 14.7527 0.0506 -0.0291 0.3423
Si -2.6637 6.6548 14.6949 0.0318 0.0456 0.2982
Si -2.6091 -4.044 14.9218 0.0777 0.1002 0.4109
Si 1.283 -1.2453 14.6041 -0.013 0.1129 0.4234
Si 1.3386 3.2817 14.8451 0.0151 0.0137 0.3445
Si 1.8068 6.3566 14.3014 0.1251 -0.0953 0.2054
Si 1.3903 -4.4153 14.7671 -0.0294 -0.0072 0.4417
Si 5.0644 -0.6976 14.6303 0.0334 -0.0528 0.3955
Si 4.7397 2.4775 14.4103 -0.1199 0.0131 0.1536
Si 5.2643 7.0039 14.8622 0.0107 -0.0129 0.3142
Si 5.2842 10.1608 14.8742 0.0227 -0.0297 0.4181
Si 9.0311 -0.4555 14.5676 -0.0323 -0.0551 0.3973
Si 9.2262 2.7359 14.7098 -0.1034 0.0632 0.3797
Si 9.113 7.1964 14.9483 -0.0267 -0.0848 0.3764
Si 7.2442 10.6538 16.0575 -0.0383 0.0131 0.0008
Si -0.5779 -0.9307 16.0728 -0.0333 0.001 -0.0205
Si -0.6509 3.1052 16.0511 -0.0056 0.0003 0.0641
Si -0.7008 6.9545 15.9612 -0.1706 -0.0137 0.2067
Si -0.6122 10.7426 16.0156 -0.0106 0.0234 -0.0624
Si 3.1795 -0.9289 16.0016 0.0207 -0.044 -0.0163
Si 3.2109 2.9259 16.14 -0.0789 -0.0224 0.0576
Si 3.3127 6.7299 16.0821 0.0227 0.0246 0.0095
Si 3.3145 10.6629 16.094 0.0264 -0.0128 0.0235
Si 7.1017 -0.8692 15.8802 0.0186 0.0081 -0.0004
Si 7.2821 3.0697 15.9801 0.2314 -0.0714 0.1463
Si 7.1844 6.8498 16.1832 0.0107 0.0357 0.0488
Si 9.2644 10.3222 14.8293 0.0285 0.0085 0.3851
Si 10.993 -0.9177 15.9171 0.0292 0.0355 0.055
Si 11.056 3.0455 16.1277 -0.0329 -0.0359 0.0334
Si 11.0394 6.9261 16.2155 0.0272 -0.0183 0.0347
Si 11.0818 10.7225 16.2851 0.0701 0.0407 0.0275
Si -0.0425 1.9705 -4.8675 0.0001 0 -0.0135
Si 0.0284 5.9077 -4.7573 -0.0319 -0.0089 0.008
Si -0.0457 9.69 -4.7796 0.0256 0.0057 -0.0232
Si 0.0154 -1.9681 -4.7448 -0.0527 0.0126 -0.0478
Si 3.7713 1.8587 -4.789 0.0334 0.0021 -0.0082
Si 3.9354 5.7317 -4.7095 -0.0086 -0.0195 0.0304
Si 3.799 9.5865 -4.7933 0.0162 0.0231 0.0381
Si 3.8868 -1.9633 -4.8219 -0.0045 -0.0133 0.0149
Si 7.704 1.9508 -4.923 0.0027 -0.0076 0.0346
Si 7.7958 5.7841 -4.7223 0.0093 0.0111 0.0037
Si 7.8063 9.663 -4.6889 0.0073 0.007 0.0483
Si 7.7568 -1.9085 -4.9331 0.0087 -0.0275 -0.0124
Si 11.6507 1.9054 -4.8479 -0.0205 -0.0059 0.0041
Si 11.627 5.8376 -4.6816 0.0241 -0.0057 0.0178
Si 11.7099 9.6838 -4.5864 -0.0368 -0.001 0.0004
Si 11.5464 -1.8658 -4.7444 -0.0495 -0.0322 -0.0369
Si -1.9153 1.983 -3.4105 -0.0452 -0.0016 -0.0258
Si -1.8902 5.8198 -3.3026 -0.0166 -0.015 -0.0097
Si -1.8602 9.6254 -3.232 -0.0353 0.0073 0.0521
Si -1.9438 -1.8995 -3.398 0.014 -0.0256 0.0577
Si 1.8481 1.847 -3.4446 0.018 0.0482 0.0167
Si 1.9665 5.8109 -3.3613 -0.0306 -0.0085 -0.0095
Si 1.8951 9.671 -3.3961 0.0252 -0.0193 0.0089
Si 1.9551 -2.0501 -3.4398 0.0303 -0.0201 -0.0198
Si 5.7816 2.0145 -3.536 -0.0021 0.0567 -0.022
Si 5.8534 5.7335 -3.3442 -0.038 0.0094 0.0121
Si 5.7926 9.5823 -3.4699 0.0349 0.0171 -0.0044
Si 5.8429 -1.8277 -3.5496 -0.0252 -0.016 -0.0046
Si 9.6575 1.9019 -3.529 0.0122 0.037 -0.0446
Si 9.6985 5.869 -3.3437 0.0364 -0.0035 0.0225
Si 9.7279 9.7389 -3.2981 -0.0247 -0.0196 -0.0471
Si 9.616 -1.9539 -3.4604 -0.0039 0.0492 0.0046
Si -1.8932 0.0661 -2.0634 -0.009 0.0073 0.0408
Si -1.8972 3.8682 -1.909 0.0135 -0.0262 0.001
Si -1.9169 7.6722 -1.8279 0.004 0.0725 -0.0022
Si -1.9325 11.6259 -1.9886 -0.014 -0.0427 0.0064
Si 1.8851 -0.1474 -2.1154 0.013 -0.0014 0.0637
Si 1.9023 3.7847 -2.0999 0.0201 -0.0025 0.0606
Si 1.9742 7.7945 -1.9838 0.0052 -0.055 0.0776
Si 1.9221 11.5781 -1.9571 -0.003 0.012 -0.0095
Si 5.788 0.1502 -2.191 -0.0015 -0.0605 0.0535
Si 5.7991 3.8064 -1.9471 -0.0024 0.033 0.0347
Si 5.8387 7.6622 -2.0123 0.0705 0.0554 0.0851
Si 5.8453 11.6291 -2.3443 -0.0264 0.0468 0.0764
Si 9.6592 -0.0613 -2.1424 -0.052 0.0154 -0.0017
Si 9.6566 3.8476 -2.1619 -0.0092 -0.055 0.0358
Si 9.7244 7.832 -1.9587 0.0044 -0.0791 0.0667
Si 9.6954 11.6844 -1.9391 -0.0005 0.008 0.0113
Si 0.0101 -0.1144 -0.6554 -0.0698 -0.0226 -0.072
Si 0.1008 3.7814 -0.543 0.0247 0.004 0.0112
Si 0.0774 7.7104 -0.5372 0.0247 -0.0555 -0.0388
Si -0.0455 -3.8288 -0.5575 -0.0273 0.0214 0.0353
Si 3.8446 0.0316 -0.8209 0.0322 -0.0159 -0.0459
Si 3.7775 3.7468 -0.6436 -0.0428 0.0104 0.0061
Si 3.9362 7.7468 -0.5783 -0.0269 0.0215 -0.0119
Si 4.0306 -3.8559 -0.9004 0.0318 -0.0231 -0.0149
Si 7.7024 0.0703 -0.8338 0.0299 0.0256 -0.0826
Si 7.8168 3.863 -0.6463 0.0538 0.0177 0.0497
Si 7.7844 7.759 -0.6287 -0.0199 0.0516 -0.0147
Si 7.6284 -3.7997 -0.8174 -0.0469 -0.0363 -0.0077
Si 11.6155 -0.0305 -0.7646 0.0397 -0.013 -0.0535
Si 11.5035 3.8654 -0.7005 -0.0143 -0.0258 -0.0065
Si 11.5609 7.7591 -0.4496 -0.0263 -0.0491 -0.0545
Si -3.8192 -3.7947 -0.5372 0.0087 -0.0054 -0.0316
Si 0.6587 1.7268 0.646 0.1861 0.0316 -0.3104
Si 0.8679 5.7576 0.5795 0.0358 0.0077 -0.4303
Si -0.3851 9.6812 0.7414 0.0527 -0.0237 -0.4898
Si -0.7014 -1.9412 0.7712 -0.1122 0.0678 -0.3134
Si 3.1233 1.7894 0.629 -0.0165 0.0134 -0.1087
Si 3.2969 5.7288 0.5651 -0.0884 0.0088 -0.3746
Si 3.2121 8.7462 4.4647 0.003 0.0449 -0.0737
Si 4.6132 -1.9064 0.2771 -0.0271 0.0345 -0.1604
Si 8.4574 1.8745 0.4737 0.0418 0.0322 -0.4135
Si 8.4235 5.8244 0.6249 0.1497 0.0117 -0.4031
Si 7.1506 9.7581 0.5005 0.0177 -0.0606 0.0119
Si 6.9868 -1.8235 0.3391 -0.0056 0.094 -0.1126
Si 10.8667 1.8645 0.4049 -0.059 0.0832 -0.3605
Si 10.8931 5.7396 0.6497 0.0163 0.03 -0.0774
Si -3.6029 9.7516 0.9244 -0.1973 0.0181 -0.1022
Si -3.1946 -1.8298 0.6905 0.0237 0.071 -0.0873
Si -0.5525 1.9854 3.4834 -0.0577 -0.026 -0.1408
Si -0.4805 4.8652 3.0744 -0.0738 0.0223 -0.2337
Si 0.1749 9.0562 3.6061 0.0721 0.0361 -0.052
Si 1.0621 -2.0936 3.4069 -0.0861 0.0424 -0.0978
Si 4.1166 1.3061 2.729 -0.0925 0.0106 -0.3038
Si 4.2187 6.2147 3.5301 -0.015 -0.0247 -0.1269
Si 4.7208 9.796 0.4387 0.1119 -0.1544 -0.4452
Si 4.0157 -1.8003 2.4873 0.1495 -0.1013 -0.3373
Si 7.072 2.1969 3.2166 0.0913 -0.0689 -0.1663
Si 7.2807 5.3619 3.5522 -0.0346 -0.0507 -0.1982
Si 7.7492 10.4444 2.7047 -0.1594 -0.0312 -0.4482
Si 7.9151 -1.8491 2.4662 -0.1505 -0.028 -0.2618
Si -3.7508 2.3239 3.4041 -0.0025 -0.0141 -0.135
Si -3.4111 5.2129 2.6527 -0.0629 -0.0143 -0.3373
Si 10.7694 10.3839 3.0555 0.0859 -0.0717 -0.3155
Si 10.9468 -1.8637 2.6544 0.0884 -0.0151 -0.2322
Si -0.2812 4.8166 10.7175 0.0436 -0.091 0.0706
Si -3.6744 1.2048 10.4119 -0.0557 -0.1019 0.0062
Si -2.7692 8.1 7.0922 -0.0698 -0.0728 -0.0087
Si 3.5634 2.3398 5.551 0.059 0.0626 0.0032
Si 0.4471 11.1632 5.4614 -0.0601 0.1052 -0.0571
Si 9.1044 1.46 9.7146 0.031 -0.1852 0.0025
Si 4.8416 10.8525 3.3396 0.1479 0.0174 -0.265
Si -3.5867 10.7156 5.8981 -0.0433 -0.0597 -0.0934
Si -2.3796 6.1802 9.2973 0.0055 0.0534 0.0226
Si -1.7869 6.8923 4.3968 -0.0605 -0.0256 -0.0979
Si 5.2362 -1.8592 11.7191 0.0655 0.0118 0.173
Si 0.0689 -0.156 5.5852 0.0278 -0.062 -0.0707
Si 3.6765 -1.4602 9.2281 0.0159 0.0076 0.0097
Si 3.2023 5.1274 6.2441 0.1217 -0.0595 -0.0462
Si -1.7018 -2.7157 9.5494 -0.05 -0.0521 0.1113
Si 1.967 2.6412 10.1166 -0.0468 -0.0434 0.1197
Si 1.5874 7.111 11.3528 0.0251 -0.0596 0.1409
Si 4.6598 3.4416 11.4451 0.0883 0.1314 0.111
Si 10.8046 -0.2346 8.0461 -0.1325 0.1168 0.0719
Si 6.364 -0.8073 7.9261 0.0531 0.0735 0.0115
Si -3.2009 7.7343 11.7629 -0.0303 -0.0559 0.1137
Si 7.2738 8.3931 7.6729 0.0144 -0.0047 0.0808
Si 9.7669 10.3168 7.9893 0.0807 0.0358 -0.0085
Si -1.6806 2.5379 12.0885 0.0937 0.0312 0.1367
Si -3.5064 10.2556 10.1811 -0.0048 0.0914 0.129
Si 5.7245 3.8173 6.8613 -0.1191 -0.0308 -0.0135
Si 1.9731 9.853 7.7774 0.0779 -0.0477 -0.0175
Si 1.298 -3.4798 9.7779 0.0246 0.0084 0.0132
Si 0.9836 1.1 12.5746 -0.0242 0.0841 0.1086
Si 2.6485 7.0474 8.4815 0.0321 0.0903 0.0134
Si 4.4432 8.7836 7.2575 -0.0952 -0.0016 -0.0329
Si 10.7002 -0.0021 5.0682 -0.0885 0.0158 -0.1224
Si 8.767 4.9538 12.6739 -0.0553 0.0761 0.1891
Si 8.2782 -1.01 11.5541 -0.0023 0.0864 0.0702
Si 8.9501 -2.3916 9.0528 -0.0278 0.1574 -0.0069
Si 8.1336 5.6366 6.3458 -0.0688 0.0428 -0.0242
Si -3.15 -1.2751 12.0243 0.086 -0.0718 0.1003
Si 10.9805 -3.8929 12.653 0.1674 -0.0566 0.2372
Si -1.6926 -2.4293 6.5306 0.1118 -0.0645 -0.0292
Si 2.1079 0.787 7.6898 -0.0308 0.0502 -0.028
Si 5.687 5.4913 12.099 -0.0202 -0.0799 0.0532
Si 1.9785 10.0364 11.9425 0.0599 0.0041 0.1111
Si 6.3618 2.1191 9.3369 -0.0114 -0.0387 0.0111
Si 7.546 -0.1834 5.0232 0.0653 -0.0498 -0.1057
Si 5.0829 10.5891 11.9294 -0.0281 -0.0213 0.1298
Si 6.6645 8.0746 10.778 0.0212 -0.0342 0.0859
Si 10.5299 6.3548 7.9814 0.056 0.064 0.0899
Si 9.5071 6.9578 10.8549 -0.0006 -0.0727 0.0661
O 0.4423 7.1363 14.759 -0.0368 0.1131 -0.0172
O 6.1191 3.2616 14.8017 0.0411 0.0491 0.0452
O 0.0199 1.2744 2.1293 -0.1161 -0.1623 0.0976
O 0.5705 5.7375 2.2101 0.1134 0.0689 0.2085
O 0.4674 9.7121 2.1441 0.179 0.0506 0.1092
O 1.6242 8.5612 4.1671 -0.0061 -0.1026 0.0289
O -0.1915 -1.9906 2.3593 -0.0414 -0.0393 0.1825
O 2.4037 -2.0068 2.5219 -0.0973 -0.0083 -0.0684
O 5.5833 1.9984 2.6153 -0.0519 0.0745 -0.0936
O 3.8241 5.5148 2.121 0.0446 -0.0844 0.1504
O 5.7648 5.8532 3.8653 0.0111 0.0394 0.0817
O 4.2492 10.2896 1.9323 -0.1608 0.0525 0.0769
O 8.1161 1.6844 2.0795 0.0362 -0.0126 0.2297
O 7.8035 5.9685 2.1452 -0.1042 0.0954 0.1727
O 9.204 9.832 3.2009 0.0186 -0.2089 0.0993
O 9.4488 -1.2929 2.2872 0.1007 0.1445 -0.1341
O -2.158 2.0967 3.4904 0.0359 -0.0425 0.0665
O 11.2563 1.6802 1.9875 0.0357 -0.1165 0.15
O -1.8776 4.7499 2.1956 0.0223 -0.0353 -0.1289
O -1.9648 9.7151 1.2148 -0.0851 -0.0021 0.1243
O -2.1748 -1.0911 13.3119 0.1853 0.1111 -0.1468
O -2.6744 2.5815 13.3765 -0.1222 -0.1151 -0.0492
O -2.6929 5.0593 14.2736 -0.0276 0.0047 -0.119
O -2.7146 7.5596 13.3082 0.0429 0.1446 -0.1253
O 11.1614 -2.2889 12.5275 -0.1731 0.136 -0.0173
O -3.1326 10.9848 13.4046 0.0593 -0.1597 -0.2492
O 1.5239 10.0421 13.4987 -0.0533 -0.1313 -0.1115
O 1.3423 -2.852 14.2153 -0.0083 0.0183 -0.1436
O 1.2525 -0.3908 13.1845 0.0145 -0.0378 -0.244
O 1.5008 2.1681 13.6693 0.0841 -0.0799 -0.062
O -2.3392 -4.2124 9.6412 0.0786 -0.1005 -0.0598
O 2.2982 6.8435 12.8089 0.1416 0.0742 -0.1683
O 1.4551 -4.0413 11.2907 -0.0889 0.1259 0.0745
O 4.8416 -1.6237 13.286 -0.119 -0.1485 -0.1109
O 5.0571 0.8893 14.2031 0.0561 0.0232 -0.1027
O 4.2233 2.9789 12.9523 -0.0646 0.0419 -0.1542
O 5.7257 2.3484 10.8173 0.0714 -0.1171 0.033
O 7.2387 4.2957 6.5702 0.1423 -0.0983 0.0227
O 5.1474 6.0104 13.5636 -0.0763 -0.0506 -0.0862
O 5.3652 10.9808 13.4759 0.0729 0.1985 -0.1114
O 5.2391 8.5832 14.3797 -0.0443 0.02 -0.1193
O 6.6801 -1.1865 11.5135 -0.0459 0.047 -0.0752
O 6.1332 9.4742 11.4032 0.0824 0.0486 -0.0574
O 9.1836 1.1525 14.2875 0.0589 0.0591 -0.1358
O 8.7916 -1.1063 13.0864 0.0073 -0.1166 -0.1175
O 0.8949 3.8261 10.2713 0.0245 0.0391 -0.1171
O 9.2773 3.5431 13.2768 0.0893 -0.0472 -0.2318
O 9.1439 6.118 13.737 0.0649 -0.0385 -0.1015
O 5.2482 -3.4203 11.2173 0.0469 -0.0598 -0.2018
O 0.1573 3.4383 3.4323 0.2016 -0.0069 0.1377
O -1.3001 -1.0279 5.7924 -0.1817 0.0638 -0.0255
O -0.8502 5.566 4.4829 0.1387 -0.0767 0.3386
O -2.0734 7.5749 8.4784 0.2022 0.1502 0.0297
O 1.0344 -0.9317 4.5343 0.1463 0.0711 0.0577
O 1.1289 -3.474 4.2433 0.1167 -0.1142 -0.0022
O 3.3182 1.9649 3.9935 -0.1644 0.0621 0.0613
O 4.3275 -0.2956 3.0547 0.0431 0.0553 0.2056
O 3.229 5.7475 4.7353 -0.1647 -0.0163 -0.0073
O 4.0226 7.8242 3.383 0.0746 0.0584 -0.1163
O 3.7854 10.2717 4.4146 -0.1107 0.1106 0.2074
O 4.7942 -2.9798 3.3386 0.0357 0.026 0.3097
O 7.295 1.3545 4.5766 -0.0109 0.1192 0.2002
O 7.335 3.7549 3.4929 0.0385 0.0083 0.081
O 8.2665 5.8686 4.7406 0.1876 0.1211 0.0041
O -0.9683 7.921 3.4424 -0.0254 0.0056 -0.103
O 8.0005 -3.4311 2.7796 0.0599 0.003 0.1491
O 9.4851 0.7139 8.3021 -0.1159 0.0859 -0.173
O 10.9324 1.5379 4.5768 -0.0602 0.1172 0.1714
O 1.3319 8.7139 11.2479 -0.1526 0.0706 -0.1269
O 11.3908 3.9271 3.4251 -0.1731 -0.0083 0.2093
O -3.2038 6.481 3.6814 -0.1792 0.212 0.1333
O 10.8095 -3.452 3.0067 0.0451 0.0657 0.0943
O -3.8532 10.0291 4.4305 0.131 -0.1342 0.1447
O 7.4336 6.9322 7.0076 -0.0788 0.0196 -0.0087
O 11.393 -1.0153 3.9873 0.1727 -0.0098 0.1307
O 10.4641 2.1334 10.2862 0.0261 0.3134 0.1005
O -1.0678 4.0271 11.9033 -0.0284 0.1482 0.0659
O 4.7373 5.1 6.8029 0.0926 0.1731 0.1068
O 5.14 2.7426 5.7698 0.1615 -0.1122 -0.1029
O 1.5441 10.3354 6.2968 0.0875 -0.0289 -0.0392
O -0.3532 -3.3605 6.4847 0.0627 -0.0166 0.1271
O 0.7706 0.1293 7.0242 -0.0868 -0.0379 0.1206
O -3.8393 0.1389 11.6372 -0.0874 0.0413 0.1147
O 0.2206 6.2352 11.3373 -0.1214 0.0658 0.0349
O 3.6019 10.0628 7.8403 0.1622 0.2485 0.092
O 9.134 -0.3574 5.3175 0.0074 -0.0487 0.1067
O 6.6347 -0.5324 6.3316 -0.1057 -0.04 -0.027
O 9.6988 6.9847 9.2395 -0.0727 0.0332 -0.0912
O 10.9703 9.7482 8.964 -0.0206 -0.1006 -0.0154
O 8.6612 9.2123 7.5512 0.0308 0.0305 -0.0807
O -1.9675 7.4111 5.8838 0.117 -0.0492 0.1024
O 10.6519 7.7527 11.6727 -0.1083 0.1351 0.0832
O 10.4505 10.8987 6.6339 -0.1479 0.1144 -0.0612
O -1.1482 5.1338 9.3686 0.0192 -0.1021 -0.2573
O -3.6762 5.4977 8.5741 -0.0186 -0.3063 -0.0358
O -2.0791 -2.1299 8.0769 -0.0759 0.1133 0.0323
O -2.3408 -1.827 10.7406 0.1133 0.0154 -0.116
O 6.2458 0.5998 8.758 -0.0421 -0.033 0.0013
O 8.9557 -3.9686 8.7268 -0.147 -0.0517 0.0593
O 2.6594 3.6052 6.033 -0.2843 0.014 0.024
O 2.3306 5.8621 7.4006 -0.1953 -0.0691 0.0134
O 5.7039 6.807 11.1239 -0.166 0.0068 -0.1342
O 1.1287 10.7025 8.8346 -0.1398 -0.073 0.001
O 1.823 2.1108 8.5873 -0.0883 0.0844 -0.0877
O 2.7865 -0.2357 8.7106 -0.0201 -0.0168 0.0784
O 9.5822 5.4333 7.0515 0.0946 -0.2045 -0.0629
O 6.8128 8.2674 9.2006 -0.0511 0.0133 -0.0591
O 8.9564 -2.1903 10.6677 0.0651 -0.211 0.0496
O 10.3193 -1.7423 8.4335 0.1034 -0.1524 -0.0383
O 8.6003 0.4091 10.8454 -0.0438 0.0756 0.0988
O 9.1695 8.7398 14.3589 -0.0118 0.0064 -0.1583
O 7.6136 -1.6968 8.4517 -0.0716 -0.0872 -0.0491
O -2.423 2.1684 10.6981 0.0331 0.0866 -0.2174
O -0.1957 1.2703 4.8796 -0.0037 0.0896 0.1374
O 10.9211 10.9806 11.175 -0.197 -0.0145 -0.1441
O -0.6004 1.3593 12.3562 -0.099 -0.1532 -0.0343
O 3.593 9.9694 11.7569 0.0107 -0.0989 -0.1134
O 1.4651 4.7637 14.1473 -0.0336 0.0384 -0.135
O 3.3872 3.3554 10.4379 0.0064 0.1225 -0.1016
O 4.176 -1.1192 10.7393 -0.1059 0.1446 0.0492
O 7.1899 -1.1341 3.7437 -0.1493 0.0023 0.1573
O 11.3763 -0.1902 6.5349 0.1852 -0.0107 0.0102
O 5.6288 3.1461 8.3285 -0.0641 0.0746 0.0604
O 3.1547 1.0872 6.4853 0.0845 -0.144 -0.0345
O 4.197 7.5672 8.3281 0.1533 -0.1187 0.1582
O 9.509 5.3813 11.2927 0.094 -0.1803 -0.1863
O 7.939 2.53 9.4243 0.0663 0.2276 -0.0181
O -2.686 6.4911 10.8621 0.0393 -0.1256 0.0738
O 1.729 1.3958 11.1587 0.076 -0.1688 -0.0691
O 9.6176 -4.2464 13.4772 -0.1437 0.1207 -0.1571
O 8.1479 7.7074 11.3248 0.0415 0.132 0.091
O -0.4916 10.092 4.6787 -0.1871 -0.0173 0.0429
O 5.9953 9.1243 6.9528 0.076 0.1464 -0.1219
O -2.8625 -3.2913 5.784 -0.0559 0.0714 -0.078
O -3.4978 0.3525 9.0346 0.2397 -0.0357 -0.1239
O 6.3607 10.2576 3.5883 -0.0235 -0.1035 0.2998
O 2.6454 -2.7183 9.2878 0.0436 -0.0394 -0.077
O 3.6535 8.2329 5.938 -0.0342 -0.1263 0.0162
O 11.1502 7.5737 7.08 -0.1605 0.0464 -0.1436
O 2.4357 6.6235 10.0414 0.125 -0.1215 -0.0383
O 1.6528 8.2847 8.0854 -0.2634 -0.045 -0.0053
O 7.1829 4.9009 12.379 -0.0181 -0.1406 -0.0945
O -2.6895 9.6986 6.8154 0.1709 0.0437 0.0854
O -0.0836 -2.6364 9.7061 0.042 0.1307 0.0353
O 4.9706 -1.6258 8.2252 -0.0026 -0.1641 -0.1402
O -2.7202 9.095 11.0126 0.1979 0.0719 -0.0422

Results
free energy: -194943.967 eV
free energy less fixed offsets of O -569.03, Si -635.61 eV per atom: 1.773 eV

The program warned: the cutoff lies below the one the program advises for these potential files.
